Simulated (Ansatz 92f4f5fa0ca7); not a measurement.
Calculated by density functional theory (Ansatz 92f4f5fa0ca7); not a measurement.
Periodic cell of 260 atoms, Si140O88H32, with a vacuum gap, from a study of silicon, its oxide and their interface. The atomic structure is a simulated model.

Settings: functional r2SCAN; potential files Ansatz PAW; basis plane waves; wave-function cutoff 800 eV; density cutoff ratio 5; exchange-correlation grid ratio 1; k mesh 1 x 1 x 1, shifted by 0.5 0.5 0 of a step; self-consistency stop 1e-11 eV per atom in the density residual; occupations fixed; spin none; net charge 0; applied field sawtooth along c, amplitude +0.015 V/angstrom in the program's sign convention, ramp centred at 0.9892 of c and 0.0217 of c wide, no dipole correction.

Cell vectors (angstrom)
a, 10.887, 0, 0
b, 0, 10.887, 0
c, 0, 0, 46.1156

Atoms: element, x, y, z (angstrom)
Si, -0.3414, 0.0411, 31.2186
Si, 2.9154, 2.2985, 31.0182
Si, -0.408, 5.7894, 31.039
Si, 2.8205, 7.8916, 31.1303
Si, 5.1137, 0.0351, 31.1749
Si, 8.4049, 2.3425, 31.1616
Si, 4.9507, 5.5692, 30.922
Si, 8.3093, 8.0774, 31.2213
Si, 1.3204, 1.2383, 32.383
Si, 3.9412, 3.9981, 32.3329
Si, 1.2504, 6.7504, 32.4203
Si, 3.9458, 9.4393, 32.5002
Si, 6.7662, 1.2197, 32.4139
Si, 9.475, 4.0672, 32.3329
Si, 6.6624, 6.7241, 32.2176
Si, 9.4552, 9.477, 32.6617
Si, -0.0065, 2.7141, 33.6995
Si, 2.6266, -0.0655, 33.836
Si, 0.0025, 8.121, 33.8733
Si, 2.6202, 5.3559, 33.7464
Si, 5.3986, 2.6823, 33.6946
Si, 8.0693, -0.0392, 33.901
Si, 5.4093, 8.0836, 33.7277
Si, 8.0545, 5.4058, 33.6672
Si, 1.3104, 4.0241, 35.1395
Si, 4.0494, 1.3287, 35.0947
Si, 1.3261, 9.4884, 35.2264
Si, 4.0317, 6.7408, 35.0726
Si, 6.7507, 4.0508, 35.0775
Si, 9.5051, 1.3755, 35.1033
Si, 6.729, 9.4383, 35.1684
Si, 9.4483, 6.7356, 35.0905
Si, -0.0392, 0.0147, 36.4975
Si, 2.7084, 2.6897, 36.4775
Si, -0.0497, 5.4093, 36.4661
Si, 2.736, 8.1211, 36.4915
Si, 5.4, -0.0294, 36.4811
Si, 8.1487, 2.7307, 36.456
Si, 5.4129, 5.4198, 36.4515
Si, 8.1455, 8.1179, 36.4893
Si, 1.3524, 1.3489, 37.8524
Si, 4.0729, 4.0668, 37.82
Si, 1.3447, 6.7762, 37.811
Si, 4.0729, 9.5013, 37.8584
Si, 6.8032, 1.3447, 37.8013
Si, 9.5069, 4.0677, 37.8471
Si, 6.7833, 6.7724, 37.8382
Si, 9.5063, 9.5159, 37.8286
Si, 0.0079, 2.7298, 39.2041
Si, 2.7309, -0.0008, 39.2011
Si, 0.0385, 8.1909, 39.1611
Si, 2.7197, 5.4369, 39.1745
Si, 5.4736, 2.7337, 39.1587
Si, 8.163, -0.0003, 39.1803
Si, 5.4634, 8.1657, 39.206
Si, 8.1751, 5.4479, 39.1992
Si, 1.3867, 4.0917, 6.9497
Si, 4.1258, 1.3806, 6.8982
Si, 1.3917, 9.5316, 6.9576
Si, 4.0875, 6.7992, 6.9213
Si, 6.8273, 4.0809, 6.9425
Si, 9.5378, 1.352, 6.9271
Si, 6.8248, 9.5438, 6.9545
Si, 9.5717, 6.8419, 6.8891
Si, 0.0368, 0.0317, 8.2964
Si, 2.8015, 2.7364, 8.2742
Si, 0.0433, 5.5141, 8.2654
Si, 2.7909, 8.1863, 8.3081
Si, 5.4731, 0.061, 8.2927
Si, 8.1983, 2.7157, 8.2953
Si, 5.4652, 5.4641, 8.2804
Si, 8.2505, 8.1993, 8.2658
Si, 1.4496, 1.3847, 9.6198
Si, 4.1517, 4.0858, 9.6699
Si, 1.4252, 6.8417, 9.6626
Si, 4.1574, 9.5792, 9.6584
Si, 6.8304, 1.3919, 9.6999
Si, 9.5723, 4.1325, 9.5734
Si, 6.8704, 6.8426, 9.5732
Si, 9.5774, 9.5692, 9.6685
Si, 0.1689, 2.8847, 10.8796
Si, 2.7417, -0.0083, 11.0335
Si, 0.0673, 8.2142, 11.0137
Si, 2.835, 5.4949, 10.9985
Si, 5.4937, 2.7565, 11.1058
Si, 8.2343, 0.0585, 11.042
Si, 5.6865, 8.3212, 10.9449
Si, 8.1375, 5.4109, 10.9223
Si, 1.495, 4.1709, 12.4109
Si, 4.1253, 1.341, 12.3992
Si, 1.366, 9.5377, 12.4901
Si, 4.3114, 6.9153, 12.1364
Si, 6.8579, 4.126, 12.499
Si, 9.6537, 1.5546, 12.1308
Si, 7.0256, 9.5844, 12.5604
Si, 9.5358, 6.7713, 12.1647
Si, 0.1406, 0.3981, 13.5781
Si, 2.5344, 2.4754, 13.6944
Si, -0.1844, 5.3497, 13.5635
Si, 3.1451, 8.3451, 13.5243
Si, 5.2754, -0.2117, 13.7487
Si, 8.6167, 3.0278, 13.6367
Si, 5.7803, 5.8826, 13.663
Si, 8.2366, 7.8522, 13.7667
Si, -4.3658, 18.6375, 21.7407
Si, -10.4742, 23.5999, 20.4133
Si, -10.4076, 17.6189, 21.2809
Si, -10.6811, 18.8529, 18.5963
Si, 7.0132, 1.5248, 23.2924
Si, -0.4589, 16.3937, 28.0271
Si, -11.0919, 18.4834, 15.6781
Si, 17.1737, -21.8137, 16.6577
Si, -8.728, 1.5171, 28.2828
Si, 23.3728, -1.1298, 16.7768
Si, -13.2692, -18.9183, 25.6864
Si, 2.315, -6.6929, 21.3102
Si, -6.9249, -19.4297, 23.2202
Si, -3.1098, 16.4376, 26.6902
Si, -9.5196, -1.2352, 29.0082
Si, 2.7593, 3.6834, 16.488
Si, -16.0026, 1.1815, 19.4321
Si, -5.6087, -6.6873, 27.9972
Si, -14.8857, -33.6744, 29.0318
Si, -6.5291, -13.0646, 17.5108
Si, -14.4825, 12.9673, 28.4364
Si, -7.1905, 17.2415, 15.7782
Si, -0.0296, -2.6436, 26.7146
Si, -10.7589, -12.8829, 23.5961
Si, -13.0238, 29.145, 20.047
Si, -8.8739, 10.8554, 22.2393
Si, -17.4011, -7.0414, 19.121
Si, 33.3022, -9.2074, 17.3379
Si, 6.8864, -16.4752, 20.0584
Si, -3.0339, -2.3407, 26.5544
Si, -21.3949, 13.7717, 26.4544
Si, -2.9959, 9.4592, 23.708
Si, 8.2107, 2.489, 20.7303
Si, 14.1765, -18.7788, 26.1499
Si, 15.1939, -12.2749, 20.5321
Si, 30.7937, 22.7585, 15.8139
O, 4.3085, -3.7216, 17.0384
O, -9.1317, -7.5987, 25.6954
O, -16.1488, -6.0159, 19.1467
O, 0.0913, -5.5183, 29.5427
O, -3.1406, -6.8866, 20.4435
O, 6.3399, -5.766, 27.2306
O, -1.679, -13.7255, 15.1047
O, 22.34, 7.7826, 22.5014
O, 9.7429, -8.6816, 20.3648
O, 3.1877, -12.2499, 16.7437
O, 4.0896, 24.4758, 24.7945
O, 2.3245, 2.5984, 29.5039
O, -32.7405, 15.0475, 27.2814
O, 10.0779, 2.5022, 25.4088
O, -1.3548, 1.2305, 30.7351
O, 0.7942, 8.9027, 15.6369
O, -6.0644, 13.3296, 19.7953
O, -21.5507, 28.5094, 27.2321
O, 5.6652, 11.2718, 15.2222
O, -5.6808, -10.9645, 20.2545
O, -16.0071, 0.9513, 17.8283
O, -7.6128, 1.7005, 27.1275
O, 11.7537, 1.4887, 18.9124
O, 7.289, 1.4676, 19.887
O, -4.4645, -4.7365, 21.3946
O, 7.2055, -32.738, 23.1367
O, 3.8938, 3.4907, 17.6225
O, 2.9331, 31.6759, 21.2905
O, -10.6074, -4.5561, 14.7929
O, 8.8111, 5.6444, 27.9432
O, -0.9034, 10.9996, 14.8289
O, -16.6718, 19.35, 21.4832
O, 1.2287, 24.8429, 20.9941
O, -9.5845, 1.4545, 14.0681
O, 25.6946, -4.0879, 30.6195
O, 14.8355, 15.0645, 27.0573
O, 22.5767, 0.5693, 21.3426
O, -9.907, -12.5635, 27.5121
O, 3.1729, -17.2662, 19.9744
O, -13.9741, 24.6603, 29.7475
O, -14.0666, -1.3486, 25.304
O, -36.0891, -19.7311, 24.7638
O, -31.2264, 16.3844, 21.7191
O, -11.8156, 12.5518, 16.9484
O, 18.2495, 22.2643, 28.6797
O, 22.8003, 9.2925, 18.2162
O, -32.7615, 7.1185, 17.2362
O, -3.2517, 7.0244, 26.0465
O, -5.3889, 12.8227, 22.8573
O, -12.3703, -14.7943, 30.6939
O, -19.1628, -5.6121, 16.2788
O, 5.4936, 20.9358, 29.8317
O, 0.72, 1.7102, 27.5344
O, 17.6633, 30.7692, 27.6786
O, -18.4124, -7.2374, 22.4408
O, 5.7888, -12.4174, 17.0846
O, 4.8866, -5.3233, 15.0009
O, -1.2574, 8.3647, 19.1478
O, 20.3633, -1.5189, 23.3258
O, -12.4159, 8.6957, 27.1245
O, -13.5056, 24.1933, 27.2167
O, -2.9767, -12.7002, 29.9911
O, -14.7187, -2.7408, 23.2158
O, -28.4786, -1.3892, 14.0421
O, 2.329, -10.8381, 28.9016
O, 6.9808, -4.0075, 14.1926
O, 1.3231, 24.8534, 16.9108
O, -1.1315, 28.291, 21.0341
O, 2.9663, -9.7859, 22.9069
O, 10.9631, -11.69, 29.8811
O, -17.6996, 19.6655, 19.1004
O, 26.8916, 4.8286, 29.4757
O, -3.1973, -13.4312, 20.7789
O, -24.757, 0.0369, 16.5103
O, 2.9004, 7.3738, 14.8155
O, 14.0934, 2.9726, 15.1014
O, 8.2492, 13.0366, 14.9761
O, 23.1552, 0.4469, 16.6021
O, 20.5605, 4.193, 14.1325
O, 2.1597, -2.41, 29.7633
O, 11.8888, -3.6672, 19.8027
O, -2.6161, -6.4195, 25.5785
O, -21.5622, -13.4418, 25.1173
O, 4.1743, 1.2903, 30.7227
O, -26.8462, 2.665, 28.1141
O, -13.723, -30.4121, 22.3071
O, 12.1302, -0.8272, 23.4257
O, 7.8694, -26.3759, 19.2193
H, 0.8348, 3.5466, 40.1366
H, -0.8076, 1.9018, 40.1366
H, 1.9138, -0.8273, 40.1335
H, 3.5567, 0.817, 40.1335
H, -0.7847, 7.3706, 40.0935
H, 0.8641, 9.0089, 40.0935
H, 3.5431, 6.2571, 40.107
H, 1.9016, 4.6114, 40.107
H, 6.2974, 3.5535, 40.0912
H, 4.6534, 1.9103, 40.0912
H, 8.9916, 0.8147, 40.1127
H, 7.3427, -0.8236, 40.1127
H, 6.2801, 8.9925, 40.1385
H, 4.6387, 7.3467, 40.1385
H, 8.9976, 6.2689, 40.1316
H, 7.3591, 4.6203, 40.1316
H, 2.2048, 4.9173, 6.0173
H, 0.5599, 3.275, 6.0173
H, 4.946, 2.204, 5.9657
H, 3.3, 0.5628, 5.9657
H, 2.2087, 10.3581, 6.0252
H, 0.5661, 8.7136, 6.0252
H, 3.264, 5.9791, 5.9889
H, 4.9121, 7.6182, 5.9889
H, 7.6432, 4.9085, 6.01
H, 6.0035, 3.2611, 6.01
H, 8.7093, 0.537, 5.9947
H, 10.3534, 2.18, 5.9947
H, 7.6452, 10.367, 6.022
H, 6.008, 8.717, 6.022
H, 8.7492, 6.0209, 5.9566
H, 10.395, 7.6622, 5.9566

Results
free energy: -140244.969 eV
free energy less fixed offsets of H -15.71, O -570.45, Si -639.56 eV per atom: -4.249 eV

Forces (eV/angstrom), in the order of the atoms: element, x, y, z
Si, 0, 0.0054, 0.0317
Si, 0.0032, -0.0026, 0.0396
Si, -0.0018, 0.0009, 0.0429
Si, 0.0033, -0.0015, 0.0325
Si, -0.0015, 0.0007, 0.0353
Si, 0.0026, -0.0037, 0.0395
Si, -0.0016, 0.0085, 0.0409
Si, -0.0015, -0.0077, 0.0303
Si, -0.002, -0.0036, -0.003
Si, 0.0008, 0.0004, -0.003
Si, 0.0011, 0.0006, -0.0039
Si, -0.0027, -0.0001, -0.0024
Si, 0.0019, 0.0013, -0.0033
Si, -0.0031, -0.0033, -0.0059
Si, 0.0033, 0.0007, 0.0001
Si, -0.0013, -0.0004, -0.0058
Si, 0.0039, 0.0015, -0.0113
Si, 0.0012, -0.0021, -0.014
Si, -0.0004, 0.0045, -0.0127
Si, -0.0061, -0.0026, -0.0127
Si, 0.0038, -0.0006, -0.0126
Si, -0.0019, -0.004, -0.0117
Si, -0.0002, 0.0082, -0.0096
Si, 0, -0.0026, -0.0132
Si, -0.0019, -0.0058, -0.0032
Si, -0.0084, -0.006, 0.012
Si, -0.0038, -0.0001, -0.0014
Si, -0.0006, 0.0012, 0.0081
Si, -0.0045, -0.004, 0.0012
Si, 0.0004, -0.0072, 0.0141
Si, -0.0014, -0.0059, 0.0005
Si, -0.0036, -0.0005, 0.0134
Si, 0.0161, -0.0085, 0.0204
Si, 0.0036, 0.005, 0.0156
Si, 0.012, -0.0023, 0.0175
Si, -0.0077, 0.022, 0.0219
Si, 0.0083, -0.0036, 0.0141
Si, -0.0018, 0.0103, 0.021
Si, 0.0127, -0.0034, 0.0233
Si, -0.0103, 0.0237, 0.0179
Si, -0.0056, 0.002, 0.1788
Si, -0.0209, -0.0209, 0.1714
Si, -0.0179, -0.0195, 0.1766
Si, 0.0023, -0.004, 0.181
Si, -0.0263, -0.0243, 0.1733
Si, -0.0114, -0.0174, 0.1878
Si, -0.0085, -0.011, 0.1823
Si, -0.0202, -0.0289, 0.1666
Si, -0.0799, -0.1123, 0.2846
Si, -0.0777, -0.079, 0.3518
Si, -0.2115, -0.1691, 0.3021
Si, -0.0497, -0.0897, 0.2807
Si, -0.1498, -0.1334, 0.2946
Si, -0.0582, -0.0533, 0.2845
Si, -0.1151, -0.0955, 0.2919
Si, -0.0983, -0.0723, 0.3316
Si, 0.1049, 0.0901, -0.2403
Si, 0.0792, 0.1139, -0.3898
Si, 0.1252, 0.1194, -0.1935
Si, 0.1022, 0.0478, -0.3072
Si, 0.0699, 0.0917, -0.2362
Si, 0.0593, 0.0618, -0.3031
Si, 0.1013, 0.091, -0.2243
Si, 0.1578, 0.1347, -0.4365
Si, 0.0485, 0.0238, -0.169
Si, -0.0071, 0.0211, -0.1821
Si, 0.0183, -0.0075, -0.185
Si, 0.0124, 0.0459, -0.1727
Si, 0.0268, -0.0074, -0.1839
Si, 0.0142, 0.029, -0.1747
Si, 0.0373, 0.0183, -0.1718
Si, -0.0206, 0.0113, -0.1859
Si, -0.0118, -0.0012, -0.0072
Si, -0.0017, -0.0037, -0.0299
Si, -0.005, -0.013, -0.0289
Si, -0.0051, -0.0131, -0.0198
Si, -0.0066, 0.0032, -0.0274
Si, -0.0024, -0.0022, -0.0186
Si, -0.0011, -0.0098, -0.0184
Si, -0.0011, -0.0093, -0.032
Si, 0.0059, 0.0013, -0.0075
Si, 0.0005, 0.0058, -0.0102
Si, 0.0029, 0.0036, -0.0108
Si, -0.0046, -0.0026, -0.0078
Si, 0.0046, 0.0085, -0.0067
Si, 0.0016, -0.005, -0.0139
Si, 0.0035, 0, -0.0089
Si, 0.0046, 0.0066, -0.0057
Si, -0.0096, -0.007, 0.0151
Si, -0.0056, -0.0069, 0.0147
Si, 0.006, 0.005, 0.0142
Si, 0.0021, 0.0081, 0.0182
Si, 0.0061, 0.0062, 0.0143
Si, 0.0062, 0.0059, 0.0182
Si, -0.0089, -0.0077, 0.0052
Si, -0.0026, -0.0081, 0.0091
Si, -0.0083, 0.0042, 0.0218
Si, 0.0057, 0.0051, 0.0264
Si, 0.0051, 0.0104, 0.02
Si, 0.0034, -0.0092, 0.0247
Si, 0.0009, 0.0058, 0.0299
Si, 0.0012, -0.0089, 0.0224
Si, -0.0101, 0.002, 0.0219
Si, 0.0111, -0.0043, 0.0184
Si, 0.009, 0.0082, 0.0628
Si, -0.0021, 0.0024, 0.068
Si, 0.0001, 0.0086, 0.0712
Si, -0.0065, -0.0057, 0.0758
Si, 0, -0.0023, 0.0667
Si, 0.0056, 0.0008, 0.0579
Si, 0.0148, 0.0049, 0.0679
Si, -0.0086, 0.0009, 0.0734
Si, 0.0015, -0.0034, 0.0686
Si, 0.0035, 0.002, 0.0544
Si, 0.012, 0.0117, 0.0666
Si, 0.0036, -0.0047, 0.0568
Si, 0.0105, 0.0031, 0.0717
Si, -0.0043, -0.0012, 0.0487
Si, 0.0014, -0.0044, 0.0597
Si, 0.0044, -0.0019, 0.0682
Si, 0.0068, 0.0009, 0.0812
Si, 0.0018, 0.0023, 0.0672
Si, -0.0065, 0.001, 0.0654
Si, -0.0004, 0.0071, 0.0728
Si, -0.0027, -0.0055, 0.0608
Si, -0.0022, 0.0016, 0.0628
Si, 0.0075, -0.0005, 0.0959
Si, -0.0121, -0.0007, 0.0749
Si, -0.0078, -0.0026, 0.0463
Si, -0.0044, 0.0078, 0.065
Si, 0.0048, 0.0083, 0.065
Si, 0.0068, -0.0013, 0.08
Si, 0.0058, 0.0021, 0.0466
Si, -0.0051, -0.0083, 0.0657
Si, 0.0004, -0.0005, 0.0542
Si, 0.0024, 0.0071, 0.0771
Si, -0.0013, -0.002, 0.0645
Si, -0.0079, 0.0046, 0.075
Si, -0.0067, 0.0043, 0.0676
Si, 0.0012, -0.0008, 0.0564
O, -0.006, -0.0152, -0.0346
O, 0.0056, 0.0026, -0.0167
O, -0.0115, -0.0031, -0.0138
O, -0.0035, -0.0018, -0.0459
O, -0.0051, 0.0075, -0.0217
O, 0.0112, 0.0055, -0.0231
O, -0.0217, 0.0038, -0.0379
O, 0.0034, -0.0194, -0.0486
O, 0.0071, -0.0011, -0.0225
O, -0.0053, 0.0011, -0.0234
O, 0.0081, -0.01, -0.0559
O, -0.0065, -0.0055, -0.0427
O, 0.0014, -0.0138, -0.0271
O, -0.007, -0.0029, -0.0156
O, -0.003, 0.0005, -0.0149
O, -0.0074, -0.0068, -0.0284
O, -0.0008, 0.002, -0.0223
O, -0.003, 0.0111, -0.026
O, -0.0086, -0.0012, -0.0584
O, 0.0041, 0.0074, -0.0266
O, 0.0049, -0.0086, -0.0442
O, 0.0066, 0.0109, -0.035
O, 0.0016, -0.0027, -0.0519
O, -0.0137, -0.007, -0.0343
O, 0.0026, -0.0104, -0.0324
O, -0.0031, 0.0006, -0.0275
O, -0.02, -0.0003, -0.0527
O, 0.0146, -0.0073, -0.028
O, -0.0032, -0.0187, -0.0269
O, -0.0079, -0.0009, -0.0285
O, 0.0168, -0.0063, -0.04
O, -0.0101, 0.0091, -0.0319
O, -0.006, -0.0052, -0.0258
O, 0.0008, -0.0034, -0.0206
O, 0.0021, -0.0044, -0.0147
O, -0.0122, -0.0073, -0.0281
O, -0.0105, 0.0134, -0.0325
O, -0.0142, -0.0131, -0.0409
O, 0.0136, -0.0007, -0.0399
O, -0.0097, -0.0029, -0.0374
O, 0.0004, 0.0077, -0.0552
O, -0.0153, -0.0154, -0.0443
O, 0.001, 0.0013, -0.0173
O, -0.0168, -0.0062, -0.0345
O, 0.0026, 0.0062, -0.0227
O, 0.0079, 0.0101, -0.0412
O, -0.0048, -0.0024, -0.0559
O, 0.0013, 0.007, -0.0252
O, -0.0003, -0.0007, -0.0294
O, 0.0023, -0.003, -0.0148
O, 0.0028, 0.0076, -0.0251
O, 0.0123, -0.0054, -0.0307
O, -0.0085, 0.0084, -0.0288
O, 0.01, -0.0115, -0.0421
O, -0.0143, 0.0138, -0.0352
O, 0.0061, 0.0058, -0.0268
O, 0.0205, -0.0028, -0.0382
O, 0.0142, 0.0082, -0.0352
O, 0.0018, -0.0016, -0.0244
O, -0.0038, -0.0001, -0.0266
O, 0.0104, 0.0071, -0.0481
O, -0.011, 0.0133, -0.0371
O, -0.0112, -0.0113, -0.038
O, -0.0002, 0.001, -0.0149
O, -0.0012, 0.0074, -0.0195
O, 0.0013, 0.0016, -0.0163
O, 0.0055, 0.0072, -0.0249
O, -0.0075, 0.0034, -0.0236
O, -0.0108, -0.0103, -0.0286
O, 0.0109, -0.0092, -0.036
O, -0.001, -0.0083, -0.0518
O, 0.0039, -0.016, -0.0451
O, 0.0109, -0.0025, -0.0325
O, 0.0088, 0.0042, -0.0225
O, -0.0074, 0.0159, -0.0386
O, -0.0044, -0.0114, -0.054
O, -0.0041, 0.0184, -0.0315
O, 0.0008, -0.0045, -0.0272
O, -0.0017, -0.0011, -0.0152
O, -0.0104, 0.0115, -0.033
O, -0.0017, 0.013, -0.0477
O, 0.0011, -0.0109, -0.0159
O, 0.0021, 0.008, -0.0533
O, -0.0049, 0.0026, -0.0144
O, -0.0017, 0.0029, -0.0182
O, 0.0107, 0.0127, -0.0489
O, 0.0109, 0.0095, -0.0282
O, -0.0002, 0.0013, -0.0122
H, -0.3438, -0.2812, -0.2824
H, 0.2906, 0.2906, -0.2391
H, 0.3411, 0.3863, -0.2046
H, -0.2548, -0.256, -0.2925
H, 0.2681, 0.2714, -0.2328
H, -0.3259, -0.336, -0.3194
H, -0.286, -0.2397, -0.307
H, 0.3436, 0.3223, -0.2508
H, -0.3057, -0.3103, -0.3112
H, 0.2899, 0.2769, -0.2426
H, -0.2792, -0.2639, -0.3012
H, 0.2907, 0.3655, -0.2562
H, -0.277, -0.346, -0.286
H, 0.2825, 0.2864, -0.2332
H, -0.2678, -0.2212, -0.2962
H, 0.34, 0.339, -0.206
H, -0.3207, -0.3617, 0.2226
H, 0.2686, 0.2465, 0.3082
H, -0.3264, -0.3592, 0.2111
H, 0.2708, 0.2465, 0.2854
H, -0.2794, -0.2784, 0.2632
H, 0.3501, 0.2847, 0.3122
H, 0.2815, 0.3548, 0.2758
H, -0.2509, -0.2868, 0.241
H, -0.2238, -0.2834, 0.2763
H, 0.3218, 0.3312, 0.2822
H, 0.3603, 0.2787, 0.2711
H, -0.2892, -0.2562, 0.2507
H, -0.3629, -0.3208, 0.2229
H, 0.2387, 0.2637, 0.3124
H, 0.2318, 0.2322, 0.3047
H, -0.3556, -0.3558, 0.1804

The program warned: the cutoff lies below the one the program advises for these potential files; the forces do not sum to zero within the program's tolerance; empty levels may hold ghost states of the PAW files; the exchange-correlation potential is rough where the density is thin.
